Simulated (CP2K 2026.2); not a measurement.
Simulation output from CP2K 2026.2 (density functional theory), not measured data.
Periodic cell of 504 atoms, Si360O144, from a study of silicon, its oxide and their interface. The atomic structure is a simulated model.
Doubt: the forces sum to 1.20 eV/angstrom along one axis rather than to zero, so they err by at least 0.0024 eV/angstrom per atom on average; the grid cutoff is modest.

Settings: functional PBE; method Gaussian and plane waves; basis set DZVP-MOLOPT-SR-GTH; pseudopotentials GTH-PBE; grid cutoff 350 Ry, relative cutoff 50 Ry; k points Gamma only; occupations fixed; spin none; net charge 0.

Cell vectors (angstrom)
a 16.32 0 0
b 0 16.32 0
c 6.0279 -7.9291 33.598

Atoms and the computed forces on them: element, x, y, z (angstrom), force x, y, z (eV/angstrom)
Si 1.592 14.649 0.097 -0.059 0.167 0.766
Si 3.759 1.731 0.107 0.201 -0.306 0.729
Si 1.504 3.966 0.133 -0.208 0.252 0.709
Si 4.375 6.616 0.076 -0.259 0.114 0.759
Si 1.216 9.769 0.104 0.051 -0.235 0.712
Si 3.769 12.412 0.152 0.208 -0.039 0.744
Si 12.997 6.647 33.544 -0.136 0.307 0.642
Si 9.657 1.319 0.032 -0.257 0.138 0.77
Si 6.436 4.285 0.135 0.257 0.033 0.759
Si 9.341 7.145 0.019 0.094 -0.318 0.667
Si 7.056 9.304 0.132 -0.109 0.131 0.77
Si 15.323 4.469 33.588 0.22 -0.104 0.737
Si 17.915 7.402 33.542 0.301 -0.292 0.715
Si 14.824 1.558 0.043 0.149 -0.152 0.769
Si 12.666 3.835 0.075 -0.199 0.041 0.716
Si 14.746 7.02 0.06 0.198 -0.126 0.754
Si 12.478 9.167 0.168 0.002 0.136 0.789
Si 15.247 11.876 0.083 -0.111 0.143 0.763
Si 2.71 -0.001 1.338 0.038 0.012 -0.026
Si 5.34 2.761 1.484 -0.007 -0.009 -0.055
Si 2.718 5.526 1.378 0.029 0.011 -0.036
Si 5.495 8.146 1.433 0.01 0.012 -0.044
Si 2.674 10.896 1.519 -0.014 0.002 -0.03
Si 5.432 13.541 1.382 -0.017 0.012 -0.005
Si 8.051 0.02 1.188 0 -0.032 -0.065
Si 10.93 2.791 1.322 0.043 0.014 -0.019
Si 8.167 5.468 1.255 -0.015 0.022 -0.063
Si 10.895 8.106 1.485 -0.012 -0.022 -0.037
Si 8.194 10.885 1.41 0 -0.016 -0.02
Si 10.88 13.613 1.232 0.009 0.03 -0.03
Si 13.587 -0.007 1.275 -0.019 0 -0.056
Si 16.318 2.725 1.421 0.009 0.022 -0.027
Si 13.682 5.428 1.437 -0.007 0.052 -0.044
Si 16.33 8.179 1.356 -0.011 0.018 -0.054
Si 13.634 10.802 1.394 0.015 0.011 -0.059
Si 16.323 13.521 1.388 0.001 -0.018 -0.071
Si 1.339 1.318 2.737 -0.006 -0.013 0.035
Si 4.002 4.131 2.81 -0.03 0.015 0.03
Si 1.362 6.847 2.738 -0.021 -0.009 0.006
Si 4.095 9.505 2.755 0.018 -0.002 -0.008
Si 1.321 12.24 2.855 -0.009 0 0.04
Si 4.111 14.991 2.711 -0.017 -0.02 -0.005
Si 6.767 1.339 2.675 0.033 0.003 0.008
Si 9.525 4.125 2.654 -0.012 -0.02 -0.007
Si 6.854 6.774 2.759 -0.002 -0.011 0.024
Si 9.568 9.548 2.777 -0.014 0.003 0.006
Si 6.778 12.194 2.756 -0.003 -0.003 0.023
Si 9.47 14.982 2.601 -0.014 -0.01 0.041
Si 12.253 1.372 2.685 0.01 -0.004 0.058
Si 15.02 4.097 2.806 0.008 -0.008 0.029
Si 12.231 6.708 2.792 0.028 -0.008 0.033
Si 14.974 9.483 2.791 0.008 -0.001 0.034
Si 12.247 12.257 2.634 -0.022 -0.005 -0.007
Si 14.928 14.935 2.654 0.024 0.023 0.008
Si 16.28 -0.033 4.063 0 0.004 -0.004
Si 2.675 2.706 4.115 0.002 0.012 -0.013
Si 16.363 5.467 4.131 0.003 -0.01 -0.009
Si 2.724 8.171 4.116 -0.012 0.009 -0.018
Si 16.293 10.859 4.17 0.001 -0.006 -0.006
Si 2.737 13.635 4.101 -0.007 -0.004 -0.03
Si 5.45 0.008 4.093 -0.031 -0.013 0.002
Si 8.166 2.717 4 -0.004 0.005 -0.009
Si 5.449 5.445 4.119 0.018 0.013 -0.038
Si 8.187 8.169 4.108 -0.009 -0.028 -0.02
Si 5.435 10.857 4.128 0.02 0.016 0.002
Si 8.158 13.614 4.036 0.017 0.024 -0.015
Si 10.852 0 4.009 -0.003 -0.008 -0.038
Si 13.604 2.714 4.086 -0.032 -0.005 -0.014
Si 10.851 5.396 4.126 0.016 0.005 0.003
Si 13.592 8.121 4.115 0.019 0.002 -0.033
Si 10.92 10.928 4.081 0.002 0 -0.002
Si 13.581 13.597 4.039 0.013 -0.022 0.013
Si 17.689 -1.351 16.292 -0.001 -0.004 -0.009
Si 4.048 1.37 16.304 -0.004 -0.012 0.011
Si 17.722 4.086 16.347 0.011 0.004 0
Si 4.078 6.776 16.36 0.018 -0.022 0.009
Si 17.659 9.497 16.336 0.007 -0.01 0.003
Si 4.036 12.229 16.297 -0.018 0.002 0.006
Si 6.779 -1.362 16.249 -0.002 0.001 -0.006
Si 9.517 1.393 16.285 0.011 -0.001 0.011
Si 6.823 4.107 16.307 0.013 -0.002 -0.005
Si 9.527 6.79 16.33 0.015 -0.012 0.007
Si 6.777 9.489 16.297 -0.005 0.011 -0.003
Si 9.519 12.242 16.288 -0.025 0.002 0.009
Si 12.257 -1.356 16.264 -0.004 0.009 -0.011
Si 14.989 1.374 16.323 0.003 -0.004 0.003
Si 12.275 4.119 16.317 0.001 0.029 -0.013
Si 14.947 6.805 16.361 -0.004 0.015 0.005
Si 12.256 9.495 16.338 -0.019 0.007 0.001
Si 14.96 12.213 16.316 -0.023 0.004 0.013
Si 19.02 0.003 17.69 0.013 0.019 0.013
Si 5.416 2.764 17.605 -0.009 0.019 0.001
Si 19.063 5.421 17.77 0 -0.005 0.055
Si 5.444 8.136 17.705 -0.006 0.02 0.013
Si 19.016 10.857 17.681 -0.005 0.033 0.031
Si 5.368 -2.669 17.601 -0.001 0.012 0.008
Si 8.169 -0.03 17.583 -0.008 0.002 0.018
Si 10.854 2.808 17.626 -0.024 -0.012 -0.012
Si 8.169 5.45 17.718 -0.003 -0.012 0.002
Si 10.914 8.111 17.694 -0.003 -0.013 0.041
Si 8.129 10.874 17.606 0.036 0.006 0.02
Si 10.916 -2.719 17.618 -0.006 0.013 0.02
Si 13.574 0.025 17.63 0.012 -0.015 0.029
Si 16.405 2.691 17.692 -0.011 -0.015 -0.015
Si 13.625 5.433 17.75 -0.036 -0.001 0.032
Si 16.302 8.157 17.73 0.005 -0.026 0
Si 13.617 10.848 17.706 0.015 0.006 0.012
Si 16.335 -2.722 17.622 0.013 0.004 0.02
Si 17.733 1.351 19.129 -0.009 0.006 0.002
Si 4.158 4.055 19.128 0.023 -0.008 -0.02
Si 17.646 6.787 19.102 0.001 -0.009 -0.021
Si 4.053 9.486 19.042 -0.008 -0.004 -0.027
Si 17.658 -4.076 19.025 -0.014 0.001 -0.035
Si 4.04 -1.351 19.056 0.018 -0.043 0.013
Si 6.753 1.335 18.846 0.008 -0.009 -0.008
Si 9.554 4.128 19.096 0.034 0.001 0.019
Si 6.808 6.794 19.096 -0.012 0.014 0.016
Si 9.501 9.506 18.944 -0.008 0.019 -0.024
Si 6.723 -4.047 18.876 0.004 -0.009 -0.035
Si 9.57 -1.345 18.95 0.005 0.039 -0.026
Si 12.185 1.435 18.931 0.018 -0.031 -0.03
Si 15.074 4.049 19.032 -0.009 0.038 -0.022
Si 12.241 6.763 19.156 -0.027 0.001 -0.024
Si 14.969 9.518 19.13 -0.005 0.007 0.026
Si 12.242 -4.083 19.008 -0.006 0.008 0.008
Si 14.974 -1.341 18.933 0 0.005 -0.03
Si 16.283 -0.022 20.384 -0.025 -0.001 0.083
Si 19.214 2.59 20.524 0.066 -0.037 0.037
Si 16.412 5.327 20.51 0.058 -0.022 0.037
Si 18.975 8.182 20.453 0.002 0.027 0.035
Si 16.294 10.951 20.467 -0.01 0.034 0.055
Si 19.006 -2.731 20.419 0.004 0.006 0.044
Si 5.473 0.025 20.31 -0.024 0.001 0.062
Si 8.092 2.664 20.187 -0.014 0.01 0.014
Si 5.484 5.484 20.545 -0.015 -0.046 0.058
Si 8.174 8.196 20.385 0.028 0.012 0.048
Si 5.394 10.955 20.285 -0.023 0.013 0.016
Si 8.164 -2.767 20.172 0.018 -0.019 0.017
Si 10.832 0.132 20.324 -0.074 0.011 0.017
Si 13.644 2.683 20.263 -0.011 -0.022 0.045
Si 10.863 5.427 20.627 0.016 0.031 0.079
Si 13.659 8.125 20.516 -0.022 -0.023 0.069
Si 10.86 10.846 20.305 0.004 -0.05 0.038
Si 13.629 -2.692 20.292 0.009 -0.007 0.027
Si 17.381 -1.617 21.69 0.081 0.068 -0.735
Si 4.555 1.482 21.934 -0.433 -0.279 -0.701
Si 18.116 4.187 21.788 -0.224 -0.064 -0.717
Si 20.122 6.633 21.787 0.23 0.079 -0.762
Si 17.906 9.853 21.774 -0.109 -0.139 -0.703
Si 20.193 -4.288 21.726 0.104 0.178 -0.75
Si 7.058 -1.198 21.45 -0.063 -0.087 -0.774
Si 9.108 1.141 21.631 0.326 0.202 -0.707
Si 6.69 3.784 21.661 0.132 0.289 -0.749
Si 9.728 7.187 21.85 -0.141 -0.335 -0.769
Si 6.94 9.811 21.565 -0.048 -0.197 -0.752
Si 9.184 -4.371 21.507 0.198 0.062 -0.796
Si 12.434 -1.08 21.455 -0.023 -0.067 -0.747
Si 14.637 1.084 21.652 0.173 0.072 -0.739
Si 12.627 4.196 21.687 -0.379 -0.12 -0.676
Si 14.819 6.474 21.797 0.16 0.215 -0.742
Si 12.018 9.344 21.687 0.161 0.104 -0.796
Si 15.11 -3.773 21.775 -0.151 -0.193 -0.756
Si 17.523 7.683 30.685 0.118 -0.035 0.136
Si 14.389 9.908 26.168 0.047 -0.134 0.01
Si 7.721 4.281 29.155 0.079 0.035 -0.017
Si 10.568 -5.788 28.399 -0.026 -0.032 0.036
Si 19.824 4.117 30.954 0.009 -0.207 0.093
Si 18.726 -5.477 26.772 0.05 0.014 0.016
Si 5.432 8.243 23.858 0 0.108 -0.073
Si 13.237 0.169 26.396 0.051 0.045 -0.095
Si 9.704 8.185 26.706 0.056 -0.015 0.097
Si 6.375 -2.121 31.515 -0.024 -0.003 0.121
Si 17.298 1.371 28.96 0.055 -0.031 -0.045
Si 18.948 3.57 27.262 -0.019 -0.004 0.11
Si 11.537 3.836 24.327 0.065 -0.188 0.072
Si 15.448 1.46 24.593 -0.069 -0.017 -0.08
Si 6.972 -3.926 26.197 0.063 0.088 0.125
Si 18.742 -6.201 29.612 -0.051 -0.009 0.004
Si 9.218 -6.956 30.962 0.061 0.11 -0.052
Si 8.089 7.034 24.608 0.131 0.168 -0.093
Si 20.559 0.052 24.847 0.235 0.097 -0.044
Si 13.65 -6.145 29.022 -0.036 0.027 -0.082
Si 10.843 -2.811 23.578 0.059 -0.051 -0.095
Si 6.844 -2.275 28.578 0.051 0.029 0.052
Si 5.438 -2.585 23.822 -0.048 -0.07 -0.091
Si 15.421 -0.917 28.227 0.152 0.037 0.094
Si 14.244 -4.702 31.61 0.037 -0.173 0.057
Si 19.277 -0.946 29.026 -0.101 -0.005 0.018
Si 17.081 9.294 24.769 -0.033 0.012 -0.079
Si 10.689 -1.034 25.845 0.073 0.02 0.019
Si 12.29 5.892 30.788 -0.298 0.166 0.144
Si 9.656 2.009 29.477 0.031 -0.102 -0.096
Si 9.536 6.692 29.543 0.102 0.023 -0.123
Si 5.546 0.274 27.712 -0.022 -0.059 -0.204
Si 9.458 -3.083 27.631 -0.136 -0.006 -0.067
Si 5.293 9.966 26.407 -0.076 0.039 -0.047
Si 17.054 2.905 31.521 -0.016 0.025 0.091
Si 14.172 6.919 26.839 -0.049 0.028 0.086
Si 11.547 3.087 31.582 -0.102 0.009 0.092
Si 16.103 6.497 24.652 -0.136 0.084 -0.109
Si 8.809 4.487 26.302 0.185 0.001 -0.039
Si 13.07 -4.944 23.888 0.056 0.073 -0.244
Si 17.776 -0.629 24.546 0.03 0.049 -0.091
Si 10.852 1.67 26.623 0.049 0.053 -0.031
Si 19.304 6.147 28.769 0.017 -0.093 -0.046
Si 17.429 3.679 24.662 -0.083 -0.064 -0.015
Si 6.414 8.575 31.511 -0.048 0.031 0.07
Si 15.761 -2.093 30.951 0.016 0.069 0.022
Si 17.637 -2.486 26.857 -0.022 0.035 0.038
Si 14.719 7.35 29.663 0.097 0.076 -0.103
Si 11.523 5.908 26.259 -0.15 -0.046 0.056
Si 8.669 0.096 31.533 0.028 0.076 0.019
Si 18.472 -3.239 30.699 0.036 -0.045 0.106
Si 21.216 8.4 28.909 -0.07 -0.03 0.019
Si 8.834 3.319 23.746 -0.184 -0.165 -0.143
Si 21.425 2.961 28.905 -0.038 -0.082 0.069
Si 1.346 14.967 5.444 0.004 0.009 0.001
Si 4.078 1.364 5.446 -0.004 -0.003 -0.001
Si 1.357 4.076 5.486 0.007 -0.006 0.012
Si 4.089 6.808 5.468 -0.011 -0.006 -0.004
Si 1.367 9.517 5.491 0 -0.01 0.004
Si 4.08 12.249 5.457 -0.004 -0.003 -0.006
Si 6.811 14.957 5.431 0.006 0.001 -0.006
Si 9.515 1.364 5.391 -0.005 0.002 -0.005
Si 6.816 4.055 5.422 0.012 -0.006 -0.003
Si 9.527 6.8 5.467 -0.002 0.012 0.009
Si 6.81 9.509 5.468 -0.013 -0.012 -0.001
Si 9.523 12.268 5.42 -0.009 0.003 -0.013
Si 12.213 14.964 5.391 0.006 -0.006 -0.017
Si 14.949 1.344 5.438 0.009 0.003 -0.002
Si 12.234 4.048 5.458 -0.003 -0.011 0.004
Si 14.966 6.793 5.479 -0.004 -0.006 -0.001
Si 12.249 9.53 5.443 0.003 0.005 -0.005
Si 14.922 12.251 5.456 -0.01 0.007 -0.002
Si 2.711 0.005 6.802 -0.008 0.013 -0.004
Si 5.45 2.716 6.798 0 -0.006 0.006
Si 2.734 5.437 6.823 0.003 -0.019 -0.002
Si 5.443 8.163 6.827 0.016 0.007 0.002
Si 2.724 10.892 6.826 -0.005 0.005 0.004
Si 5.451 13.604 6.803 0.007 0 -0.005
Si 8.166 0.009 6.777 -0.001 -0.011 0.004
Si 10.867 2.694 6.797 0.017 -0.005 0.003
Si 8.158 5.425 6.799 -0.002 0.01 -0.004
Si 10.888 8.171 6.808 -0.007 -0.003 0.006
Si 8.173 10.894 6.792 -0.001 0 -0.002
Si 10.877 13.614 6.787 -0.005 0.001 0.004
Si 13.578 -0.014 6.78 -0.01 0.015 0
Si 16.301 2.709 6.811 -0.005 0.009 0
Si 13.594 5.424 6.811 0.001 -0.001 -0.001
Si 16.322 8.153 6.835 0.007 0.006 -0.001
Si 13.588 10.883 6.822 0.012 0.004 0.003
Si 16.309 13.602 6.801 0.002 -0.013 0.003
Si 17.675 1.363 8.165 0.01 0.004 0.003
Si 4.095 4.075 8.168 0.009 0.015 0.002
Si 17.686 6.791 8.18 -0.009 0 0.002
Si 4.084 9.527 8.178 0.002 0 0.001
Si 17.669 12.245 8.169 0.002 -0.005 -0.001
Si 4.077 -1.359 8.154 -0.002 -0.008 -0.005
Si 6.806 1.354 8.153 0.007 0.005 0.004
Si 9.523 4.072 8.157 -0.005 -0.008 0.004
Si 6.802 6.788 8.165 -0.014 -0.009 0.002
Si 9.521 9.528 8.16 0.004 0.002 -0.001
Si 6.809 12.243 8.16 -0.007 0.004 0.003
Si 9.52 -1.349 8.149 0.011 0.004 0.001
Si 12.232 1.344 8.156 -0.013 -0.003 0.007
Si 14.951 4.069 8.173 -0.008 -0.017 0.004
Si 12.244 6.801 8.163 0.013 0.009 -0.002
Si 14.958 9.524 8.174 0.005 0.007 0
Si 12.224 12.25 8.161 -0.008 -0.007 0.002
Si 14.946 -1.358 8.153 0.001 -0.001 -0.002
Si 16.311 0 9.515 -0.004 0.006 -0.002
Si 2.721 2.722 9.519 -0.005 -0.006 -0.003
Si 16.319 5.431 9.527 0.004 -0.003 0
Si 2.722 8.16 9.531 0.004 0.005 0.002
Si 16.318 10.88 9.531 0.002 -0.002 0.003
Si 2.719 13.602 9.518 -0.004 0.002 -0.004
Si 5.439 -0.001 9.512 -0.002 0.003 0.001
Si 8.163 2.717 9.516 -0.005 0.006 0
Si 5.442 5.44 9.531 0.009 -0.006 0.003
Si 8.162 8.158 9.515 -0.001 0.001 -0.008
Si 5.449 10.885 9.526 0.003 0.001 0.003
Si 8.165 13.606 9.515 0 0 -0.005
Si 10.877 -0.005 9.524 -0.001 -0.004 0.003
Si 13.589 2.709 9.52 -0.003 0.002 -0.002
Si 10.882 5.438 9.517 -0.005 0.002 0
Si 13.602 8.157 9.527 0 -0.003 -0.002
Si 10.875 10.886 9.524 0.006 0.004 0.004
Si 13.593 13.602 9.518 0.004 -0.015 0
Si 17.675 -1.359 10.871 0.002 -0.009 0.001
Si 4.079 1.36 10.872 0.003 0.006 0
Si 17.685 4.08 10.885 0.003 0.001 0.001
Si 4.079 6.8 10.889 0.003 -0.004 0.003
Si 17.677 9.515 10.887 -0.004 0 -0.002
Si 4.076 12.238 10.88 0.003 -0.003 0.002
Si 6.799 -1.359 10.872 0.001 -0.009 -0.003
Si 9.523 1.363 10.88 0.005 -0.004 0
Si 6.807 4.08 10.877 0.001 -0.003 -0.001
Si 9.523 6.801 10.875 -0.005 0.006 -0.004
Si 6.802 9.515 10.88 -0.001 -0.004 -0.005
Si 9.517 12.244 10.884 -0.007 -0.003 0
Si 12.238 -1.362 10.884 -0.004 0.006 -0.001
Si 14.957 1.36 10.88 -0.004 0.006 0.001
Si 12.244 4.082 10.88 0.009 -0.01 -0.001
Si 14.964 6.796 10.885 0.001 0.007 -0.001
Si 12.238 9.52 10.877 -0.006 0.009 -0.005
Si 14.951 12.239 10.878 -0.001 0.005 -0.002
Si 2.713 0.003 12.229 -0.001 0.001 -0.002
Si 5.436 2.728 12.226 0.009 0.005 -0.009
Si 2.718 5.441 12.251 -0.007 -0.002 0.007
Si 5.438 8.162 12.244 0.01 0.008 0
Si 2.716 10.874 12.243 -0.001 -0.005 0.001
Si 5.44 -2.721 12.231 0.004 0.009 -0.001
Si 8.155 0.005 12.231 -0.002 0.002 0
Si 10.889 2.723 12.238 -0.014 0.01 -0.001
Si 8.165 5.442 12.236 -0.008 -0.006 -0.001
Si 10.882 8.16 12.236 0.012 0.001 -0.006
Si 8.162 10.871 12.239 -0.005 0.002 -0.001
Si 10.881 -2.722 12.244 0.004 -0.008 0.007
Si 13.602 0 12.24 0 -0.007 0.004
Si 16.316 2.726 12.237 0.001 -0.011 -0.008
Si 13.606 5.44 12.247 -0.001 0.001 0
Si 16.325 8.149 12.249 0.001 0.002 0.002
Si 13.6 10.872 12.238 0 -0.003 -0.003
Si 16.318 -2.723 12.228 -0.006 -0.004 -0.005
Si 17.674 1.366 13.587 -0.015 0.016 -0.004
Si 4.089 4.084 13.6 0.009 -0.013 -0.001
Si 17.678 6.792 13.624 0.003 0 -0.001
Si 4.063 9.506 13.608 0.009 0.003 0.001
Si 17.665 12.232 13.591 -0.001 0.008 -0.001
Si 4.076 -1.358 13.581 0.001 -0.008 0.003
Si 6.791 1.374 13.58 -0.007 0.007 0.004
Si 9.534 4.089 13.592 0.012 -0.012 0
Si 6.802 6.8 13.595 0.001 -0.004 -0.01
Si 9.525 9.513 13.603 -0.007 0.005 0.002
Si 6.788 12.222 13.586 0.007 -0.012 -0.004
Si 9.517 -1.351 13.588 -0.015 0.013 0.001
Si 12.258 1.374 13.599 0.008 -0.007 0
Si 14.977 4.094 13.612 -0.004 -0.001 -0.001
Si 12.244 6.806 13.597 -0.016 0.014 -0.008
Si 14.96 9.508 13.597 -0.004 0.006 -0.007
Si 12.24 12.227 13.598 -0.002 -0.001 0.002
Si 14.966 -1.366 13.591 0.011 -0.003 0
Si 16.319 0.004 14.946 -0.003 -0.011 0.001
Si 2.711 2.73 14.941 0.007 -0.006 -0.009
Si 16.326 5.443 15.006 -0.003 0 0.008
Si 2.718 8.141 14.991 -0.011 0.006 0
Si 16.318 10.86 14.957 0.005 -0.001 -0.002
Si 2.709 -2.72 14.93 0.002 -0.002 -0.005
Si 5.42 0.023 14.932 0.013 0.008 -0.001
Si 8.155 2.737 14.931 -0.01 0 -0.004
Si 5.443 5.453 14.963 0.009 -0.003 0.004
Si 8.166 8.145 14.958 -0.003 0.004 0.002
Si 5.42 10.87 14.954 0.009 0.001 0.006
Si 8.153 -2.732 14.923 0.001 0.003 -0.002
Si 10.883 0.019 14.938 -0.003 -0.007 0
Si 13.623 2.736 14.967 -0.002 -0.005 0.004
Si 10.89 5.449 14.957 0.008 -0.001 -0.004
Si 13.608 8.152 14.965 -0.006 -0.019 -0.003
Si 10.892 10.861 14.967 0.01 0.002 0.008
Si 13.615 -2.739 14.941 0.005 0 -0.01
O 13.367 -5.475 25.37 -0.085 0.172 0.305
O 5.696 9.111 27.712 0.538 -0.21 0.077
O 12.2 6.853 32.113 -0.171 0.551 -0.259
O 19.735 -5.265 33.179 -0.245 -0.196 -0.368
O 18.881 -4.669 30.093 0.369 0.052 -0.141
O 14.071 -0.73 27.406 -0.12 -0.415 0.029
O 13.833 8.39 26.241 -0.459 -0.008 -0.223
O 16.13 -1.13 32.203 0.552 0.144 -0.342
O 4.499 -1.523 24.585 -0.328 -0.296 0.379
O 11.437 -2.489 33.19 0.019 0.107 -0.522
O 8.153 -0.124 22.016 0.05 -0.026 0.325
O 5.557 2.74 22.18 -0.015 0.269 0.262
O 10.328 4.91 26.781 0.148 -0.407 0.608
O 8.067 1.327 32.394 0.125 0.33 -0.18
O 8.984 6.945 23.273 0.068 -0.318 0.134
O 21.55 -6.972 32.298 -0.19 0.096 -0.233
O 11.019 2.386 30.242 0.608 -0.186 -0.31
O 9.63 -6.098 29.672 -0.158 0.342 -0.053
O 18.241 3.941 31.185 -0.013 0.535 -0.312
O 14.028 8.798 29.748 -0.392 -0.029 0.231
O 8.743 5.622 33.215 0.115 -0.065 -0.543
O 11.622 -1.781 22.647 0.045 0.157 0.347
O 6.896 -3.417 32.329 0.026 -0.202 -0.254
O 13.661 5.376 22.138 0.018 0.159 0.431
O 18.351 -3.293 32.302 -0.032 0.385 0.004
O 7.614 4.062 22.991 -0.024 0.624 0.512
O 12.883 -4.576 32.46 -0.407 -0.503 -0.34
O 8.705 -5.023 33.373 0.042 0.025 -0.405
O 11.326 2.715 25.47 0.126 0.002 -0.014
O 15.952 7.315 30.692 -0.157 -0.326 0.213
O 14.215 0.309 33.215 -0.098 0.108 -0.338
O 17.635 -2.033 25.311 -0.134 -0.562 -0.473
O 12.56 10.133 22.995 -0.108 -0.255 0.493
O 9.394 7.36 28.073 -0.363 -0.099 -0.05
O 17.195 9.394 23.164 -0.438 -0.073 0.166
O 18.084 -0.907 22.982 0.261 0.077 0.115
O 8.078 10.879 22.061 -0.03 -0.091 0.474
O 18.664 5.108 27.709 -0.525 0.164 -0.091
O 15.139 7.064 28.126 0.734 -0.277 -0.03
O 9.278 1.917 23.067 0.169 -0.149 0.486
O 5.131 0.493 26.144 0.025 0.152 -0.225
O 10.221 -6.653 32.198 0.422 -0.158 -0.346
O 9.692 -3.622 22.836 -0.06 0.202 0.502
O 16.218 0.502 28.12 -0.201 0.249 -0.202
O 20.56 4.495 32.33 0.074 0.565 -0.075
O 7.9 4.237 27.567 -0.187 -0.316 -0.295
O 6.598 -5.481 26.055 0.517 -0.206 -0.353
O 8.607 3.166 25.354 -0.054 -0.377 0.369
O 16.18 2.781 25.169 -0.285 0.302 0.657
O 13.95 -4.968 30.062 0.237 0.332 -0.202
O 15.461 6.926 23.225 0.186 0.416 0.124
O 19.109 5.424 22.238 0.055 0.083 0.496
O 15.142 1.762 23.036 0.175 0.533 0.025
O 8.497 3.058 29.842 -0.171 0.081 0.258
O 4.224 7.452 23.136 -0.161 0.151 0.324
O 14.233 5.622 33.183 -0.009 -0.096 -0.341
O 15.171 -5.86 32.266 -0.01 0.036 -0.439
O 16.406 0.178 24.712 -0.054 -0.141 0.02
O 10.355 -1.812 27.217 0.05 0.028 0.411
O 5.927 7.998 30.082 0.041 -0.332 -0.173
O 18.027 2.478 28.031 0.029 -0.017 0.124
O 14.12 1.104 25.424 -0.236 0.362 0.029
O 12.789 6.159 27.241 0.019 -0.225 0.206
O 15.765 10.02 25.347 0.051 0.221 0.076
O 20.669 -0.297 28.613 0.13 0.013 0.417
O 12.284 -0.861 25.576 0.295 -0.282 -0.382
O 18.285 7.043 31.979 0.428 -0.234 -0.214
O 21.401 -1.543 32.292 -0.168 -0.119 -0.426
O 20.444 2.796 30.207 0.014 -0.422 0.291
O 18.336 10.024 25.446 0.387 0.075 -0.23
O 7.655 -6.712 31.326 -0.02 0.516 0.114
O 14.903 -3.242 31.672 -0.08 0.299 0.274
O 16.256 -2.69 22.242 -0.133 -0.118 0.579
O 10.075 9.696 27.104 -0.215 0.222 -0.318
O 19.621 0.169 33.204 0.085 -0.08 -0.641
O 17.748 -7.027 30.587 -0.497 0.201 0.154
O 8.228 5.694 25.449 -0.366 0.091 0.009
O 17.802 3.293 23.133 0.116 -0.462 -0.081
O 6.754 -0.785 27.92 0.486 0.157 -0.314
O 12.408 2.014 32.404 0.092 0.006 -0.257
O 6.22 -3.31 27.499 -0.676 -0.23 0.039
O 18.106 7.044 29.334 -0.418 -0.095 -0.541
O 9.358 7.799 30.673 -0.151 -0.196 0.283
O 10.304 3.643 32.453 -0.156 -0.108 -0.402
O 18.33 0.262 29.546 -0.115 -0.106 0.694
O 12.459 4.351 31.216 0.681 -0.075 0.089
O 9.92 -0.555 32.317 0.293 -0.048 -0.256
O 14.942 6.101 25.695 -0.123 -0.651 0.039
O 20.449 7.147 28.213 0.175 -0.156 -0.383
O 10.915 8.255 22.202 0.124 0.061 0.283
O 17.066 5.234 24.561 0.338 0.25 -0.083
O 16.774 -7.77 33.267 -0.211 0.07 -0.386
O 8.335 5.642 29.738 -0.5 0.218 0.305
O 12.086 -6.208 28.678 0.034 -0.243 -0.074
O 8.561 -3.69 26.411 0.235 -0.12 -0.54
O 17.659 1.791 32.505 -0.336 -0.439 -0.178
O 10.076 -1.93 24.674 -0.676 0.084 0.094
O 14.527 -5.884 27.69 0.384 0.452 0.177
O 18.73 -1.647 27.685 0.322 0.089 -0.229
O 18.668 3.459 25.676 0.306 -0.171 -0.078
O 15.04 -1.266 29.766 -0.539 0.366 0.128
O 20.346 -5.393 26.753 0.183 0.528 0.138
O 10.893 7.366 25.955 0.103 0.413 -0.437
O 6.881 7.298 32.374 -0.098 -0.211 -0.31
O 6.055 -2.477 29.973 -0.404 -0.417 0.073
O 18.202 -6.264 28.088 -0.387 -0.479 -0.29
O 6.314 -1.837 22.721 -0.087 -0.009 0.203
O 7.518 -1.004 31.447 -0.018 -0.02 -0.198
O 17.005 -2.796 30.205 -0.238 -0.15 -0.37
O 6.112 9.323 22.874 0.037 0.108 0.015
O 10.059 0.452 25.899 -0.446 0.029 -0.458
O 15.849 3.718 32.23 -0.277 -0.166 -0.325
O 20.024 5.357 29.965 0.252 0.156 0.233
O 16.567 2.156 30.175 -0.707 -0.076 -0.255
O 8.417 -2.629 28.792 0.012 -0.018 0.752
O 16.208 -2.149 27.529 -0.272 -0.508 0.095
O 12.403 3.324 23.072 0.075 -0.647 0.238
O 20.505 3.308 27.612 0.286 0.156 -0.293
O 13.531 -0.046 22.094 0.088 0.152 0.349
O 11.001 6.047 29.81 0.107 -0.132 -0.196
O 5.958 1.667 28.436 0.477 0.093 0.196
O 6.137 4.118 29.37 -0.281 0.347 0.477
O 10.122 4.292 23.672 -0.065 0.404 -0.127
O 6.11 2.898 33.174 0.165 -0.198 -0.324
O 14.36 -4.303 23.13 0.084 0.043 0.338
O 11.924 -3.85 24.142 -0.114 0.074 0.47
O 18.987 0.233 25.192 -0.316 0.637 0.481
O 4.469 0.856 23.45 -0.104 -0.151 0.011
O 6.476 -3.215 24.856 0.498 -0.151 -0.101
O 9.942 2.124 27.88 -0.356 0.11 -0.06
O 16.99 7.738 25.178 0.565 -0.192 0.576
O 18.024 -4.037 26.849 -0.305 -0.082 0.187
O 6.543 7.145 24.214 -0.091 -0.697 -0.237
O 12.243 1.121 27.251 0.184 0.268 0.577
O 9.144 0.579 30.061 -0.132 -0.567 -0.247
O 13.654 6.228 30.037 0.141 -0.279 -0.031
O 19.101 10.9 22.189 0.15 0.14 0.143
O 4.905 9.001 25.172 -0.401 -0.026 0.189
O 8.5 8.24 25.622 -0.178 0.418 -0.067
O 12.149 5.193 24.949 0.339 0.134 -0.307
O 19.458 -2.068 30.18 0.384 -0.029 0.137
O 4.525 -3.713 23.107 -0.09 -0.211 0.369
O 20.192 -6.896 29.622 0.202 0.043 0.517
O 10.483 -4.213 28.124 0.495 0.262 0.265

Results
total energy: -101656.014 eV
total energy less fixed offsets of O -438.35, Si -107.03 eV per atom: -2.814 eV
